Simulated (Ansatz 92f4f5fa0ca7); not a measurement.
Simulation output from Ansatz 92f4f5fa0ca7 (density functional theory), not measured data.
Periodic cell of 228 atoms, Si140O88, from a study of silicon, its oxide and their interface. The atomic structure is a simulated model.
This geometry differs little from another in the collection (a relaxation step or a small displacement).

Settings
functional: r2SCAN
potential files: Ansatz PAW
basis: plane waves
wave-function cutoff: 800 eV
density cutoff ratio: 5
exchange-correlation grid ratio: 1
k mesh: 1 x 1 x 1, shifted by 0.5 0.5 0 of a step
self-consistency stop: 1e-10 eV per atom in the density residual
occupations: fixed
spin: none
net charge: 0

Cell vectors (angstrom)
a	10.888	0	0
b	0	10.888	0
c	0	0	33.0686

Atoms: element, x, y, z (angstrom)
Si	-1.4927	0.7845	-4.1937
Si	0.3359	2.527	0.0377
Si	4.3348	8.7374	-0.6328
Si	2.8792	6.8544	-2.575
Si	5.2095	3.421	-1.2069
Si	7.3036	1.8333	1.2189
Si	6.1506	7.9001	0.7464
Si	8.1023	9.0068	-0.0262
Si	2.8762	5.5823	2.6439
Si	4.6377	4.4215	1.5115
Si	1.4738	7.096	1.4721
Si	7.5904	11.2457	-0.5745
Si	9.1946	5.1022	-2.5121
Si	8.3699	5.0989	2.9315
Si	5.2311	8.603	2.8749
Si	10.8417	8.1213	2.9051
Si	-0.6636	3.4349	2.8501
Si	3.2744	-0.8103	2.7667
Si	-1.1632	9.6622	1.5372
Si	2.46	9.145	0.7132
Si	5.5292	2.6089	2.6717
Si	8.3749	0.2951	2.7494
Si	6.7728	5.594	1.1596
Si	7.327	3.8299	-0.3107
Si	1.348	4.215	3.9083
Si	4.0745	1.2055	3.8861
Si	1.451	9.42	4.1788
Si	4.1762	6.87	4.1241
Si	6.8144	3.9178	4.2115
Si	9.6245	1.5456	4.2148
Si	6.9005	9.7465	4.0595
Si	9.4502	6.768	4.1776
Si	0.1104	0.0469	5.4281
Si	2.68	2.6741	5.2239
Si	0.0326	5.4659	5.4712
Si	2.7462	8.0759	5.5601
Si	5.443	0.0459	5.4517
Si	8.1539	2.6638	5.6322
Si	5.4783	5.4197	5.4346
Si	8.1291	8.2359	5.4221
Si	1.4217	1.3908	6.784
Si	4.0397	4.0374	6.6908
Si	1.3648	6.7633	6.8922
Si	4.1071	9.5181	6.7982
Si	6.7601	1.3285	6.9111
Si	9.5575	4.0936	6.8326
Si	6.8019	6.8237	6.7951
Si	9.5597	9.5548	6.7501
Si	0.0198	2.7137	8.1584
Si	2.7455	-0.0063	8.1441
Si	-0.0125	8.1799	8.158
Si	2.7237	5.3639	8.1681
Si	5.3831	2.7394	8.1565
Si	8.1708	-0.0486	8.1759
Si	5.4202	8.1444	8.1649
Si	8.1804	5.4594	8.1507
Si	1.3552	4.0501	9.5489
Si	4.0469	1.3627	9.5225
Si	1.3596	9.5284	9.5071
Si	4.0687	6.7686	9.521
Si	6.7958	4.08	9.4871
Si	9.5333	1.3488	9.504
Si	6.7768	9.4933	9.5139
Si	9.5262	6.8007	9.5159
Si	0.0319	0.0274	10.8699
Si	2.6854	2.6867	10.9109
Si	-0.0257	5.4089	10.8903
Si	2.6694	8.119	10.8829
Si	5.4041	-0.0043	10.854
Si	8.1261	2.6727	10.8605
Si	5.4663	5.431	10.8647
Si	8.1247	8.1264	10.8359
Si	1.3291	1.3817	12.3365
Si	4.1108	4.0383	12.179
Si	1.3171	6.7455	12.2883
Si	4.0151	9.5385	12.1935
Si	6.7592	1.3126	12.2531
Si	9.4812	4.0259	12.2251
Si	6.8219	6.772	12.2451
Si	9.4827	9.5365	12.0821
Si	-0.1309	2.6953	13.6952
Si	2.7253	0.0085	13.6577
Si	2.4208	7.8732	15.9442
Si	2.7454	5.2878	13.5828
Si	5.4533	2.7603	13.6186
Si	8.1131	-0.1532	13.5255
Si	5.3797	8.1594	13.4893
Si	8.195	5.3992	13.6224
Si	1.2406	4.1286	15.0157
Si	4.1662	1.3731	14.9897
Si	-1.3833	6.8139	14.9968
Si	5.688	5.861	16.3001
Si	7.84	2.5827	16.3197
Si	9.2497	1.2965	14.9442
Si	5.5964	11.3864	16.6508
Si	10.7158	8.1871	13.478
Si	-0.7108	0.111	16.7213
Si	-0.9849	2.4796	18.4989
Si	0.5826	6.1257	16.0975
Si	1.2486	9.4558	14.7921
Si	6.9294	-1.7081	14.8942
Si	6.7478	4.1729	15.0278
Si	4.1003	6.7566	14.8307
Si	7.6603	7.4707	16.3623
Si	1.971	-18.8891	28.1036
Si	0.661	-0.7035	25.2719
Si	21.732	-9.49	23.2753
Si	7.3433	14.9356	22.4595
Si	-10.2802	-0.3705	33.2232
Si	-0.468	-3.4028	20.3769
Si	-7.9686	13.063	16.7695
Si	16.5384	11.3689	31.2738
Si	-16.2775	-2.4699	26.64
Si	-11.9733	-7.2082	27.844
Si	8.6083	1.4311	21.1226
Si	15.11	4.6516	29.2008
Si	9.4869	3.8605	24.6644
Si	-9.867	27.0231	32.1824
Si	27.1225	5.4462	26.5652
Si	4.1477	-11.1299	22.04
Si	-12.1492	-10.0677	31.287
Si	33.4132	-5.845	18.9476
Si	3.0887	17.8483	22.5136
Si	8.393	8.7574	18.247
Si	-8.7454	9.0541	20.6611
Si	-14.9142	20.8381	29.0082
Si	0.9899	-5.2754	24.3144
Si	-0.2945	18.3598	26.3595
Si	3.9024	4.4521	18.6015
Si	3.2101	-0.5975	17.9197
Si	18.5779	39.5856	25.4053
Si	24.9574	3.5911	25.3456
Si	8.5907	8.1379	30.8588
Si	8.0569	-3.8612	22.2299
Si	0.4164	-2.5565	29.204
Si	-25.8003	9.6419	20.8143
Si	-10.2505	22.0495	28.0976
Si	3.6253	-1.5818	24.4958
Si	24.7592	2.3035	22.7577
Si	15.3632	4.4646	21.6294
O	14.4474	6.1297	-3.8351
O	-12.3686	-6.8845	-6.7767
O	5.7346	3.8595	-10.6247
O	1.1265	1.1737	0.4596
O	-8.2515	-0.8397	-11.2337
O	-27.6248	4.3653	-2.5133
O	2.1032	9.6966	-8.2788
O	10.3197	13.1138	-1.2736
O	4.4657	-0.5333	-9.4728
O	7.3449	8.8179	-3.0064
O	18.5246	5.5099	-11.3006
O	23.6716	15.2681	-8.2784
O	-6.203	21.1046	-1.1985
O	51.9143	14.9474	-1.581
O	10.287	2.9524	1.2788
O	4.8308	16.2883	-15.4175
O	5.2904	-0.8611	21.0672
O	2.4192	5.7266	31.5529
O	-2.92	-3.8962	23.831
O	-12.5328	4.7182	28.9737
O	-6.2121	4.3955	20.0248
O	-15.3904	10.101	16.1293
O	2.4202	0.7432	17.4105
O	8.0317	-6.9196	23.9394
O	0.8033	11.2459	26.4808
O	13.9706	-7.1767	21.9797
O	14.6643	13.8739	17.9075
O	12.5731	6.3171	23.0324
O	2.6545	9.815	19.346
O	17.5719	23.4252	17.0604
O	10.9405	14.4611	19.1237
O	0.1464	5.6981	17.6123
O	-1.7838	6.891	26.1736
O	12.4378	18.5532	30.114
O	-10.8224	18.2888	27.9313
O	-6.5011	-6.2328	25.5311
O	-0.1018	-11.1873	31.73
O	18.1086	-1.5706	19.2547
O	-0.0599	-10.9159	24.014
O	26.6275	28.7314	26.8828
O	14.8467	1.3464	21.8814
O	-0.1667	16.1011	31.0918
O	-17.4015	-1.6078	25.9066
O	-6.1334	-0.0669	17.9404
O	-0.2668	-1.9045	25.806
O	-11.8141	8.5625	30.0795
O	14.4657	2.4651	24.2583
O	-2.0357	-7.6921	17.4699
O	-3.7264	-13.5063	21.6572
O	12.3387	12.7148	22.8414
O	-4.0629	5.6278	25.9114
O	-11.0827	-20.4851	17.7273
O	-5.6257	4.6066	27.9549
O	0.6201	6.2898	33.3618
O	35.4234	-8.049	26.698
O	22.3407	8.7333	20.5642
O	36.3097	7.8984	23.7033
O	39.5068	8.2485	25.7578
O	11.384	-0.7895	16.1262
O	10.4002	-16.7432	23.9911
O	18.6099	0.0722	21.259
O	-12.7628	1.7176	19.5994
O	18.771	13.6663	21.6283
O	-20.7172	20.5981	28.6638
O	-12.6591	-8.6215	28.2457
O	11.7124	6.6409	25.5484
O	4.21	-17.8594	33.0564
O	-8.5117	4.9849	18.8527
O	4.2923	-4.9414	22.2128
O	5.9191	20.0926	27.9608
O	8.1835	-11.1029	28.3941
O	1.2966	14.6569	32.7761
O	13.7416	29.4315	21.0636
O	-9.2251	1.4018	28.6715
O	-11.5948	2.4516	24.3037
O	20.3172	7.8708	19.1517
O	3.087	-1.9706	17.0601
O	9.9719	1.2337	21.9461
O	4.862	1.8922	31.4225
O	-17.7799	-3.0829	31.149
O	-10.3471	-7.24	27.9465
O	13.8707	3.6124	29.1229
O	-41.8365	14.049	16.2926
O	9.1934	-0.8709	17.5817
O	5.9385	11.0824	29.7015
O	-2.4368	17.4165	30.7394
O	9.5711	-3.5732	21.7392
O	-10.5805	6.0796	20.1166

Results
free energy: -139737.046 eV
free energy less fixed offsets of O -570.45, Si -639.56 eV per atom: 0.954 eV

Forces (eV/angstrom), in the order of the atoms: element, x, y, z
Si	0.0468	0.003	0.0284
Si	-0.0153	-0.0071	0.0719
Si	-0.0092	-0.0183	0.0507
Si	0.0222	0.0284	0.0498
Si	0.0129	-0.0064	0.0698
Si	-0.0082	0.0096	0.0098
Si	-0.0151	-0.0095	0.0077
Si	0.0065	-0.0151	-0.0127
Si	-0.0014	0.006	0.0032
Si	-0.0005	0.0163	0.0328
Si	0.0196	0.0208	0.0286
Si	-0.0005	0.0057	-0.0243
Si	-0.0149	-0.0205	0.0623
Si	0.0124	-0.0028	0.0061
Si	-0.0022	0.0021	-0.0025
Si	0.0033	-0.0028	0.0008
Si	0.0076	0.0166	0.0642
Si	0.0029	0.0047	-0.0082
Si	0.0138	-0.0063	0.0067
Si	0.0026	-0.0017	0.0045
Si	-0.0056	0.0076	0.009
Si	0.0097	0.0134	0.0144
Si	0.0098	-0.0086	0.0042
Si	-0.0451	-0.0011	0.0374
Si	-0.004	-0.0084	-0.007
Si	0.0008	-0.0008	-0.0069
Si	0.0024	0.008	-0.0034
Si	0.0019	-0.0085	0.005
Si	0.0057	0.0005	0.0016
Si	0.0102	0.0151	-0.003
Si	-0.0087	-0.0034	-0.0027
Si	-0.0061	0.0063	-0.0056
Si	0.0005	0.0008	0.0022
Si	-0.0022	0.0072	0.0007
Si	0.0065	0.0018	0.0003
Si	0	-0.0054	0.0018
Si	0.0085	0.0063	-0.0004
Si	-0.0074	-0.0031	-0.0002
Si	-0.0042	0.0002	-0.0008
Si	0.0072	-0.0019	0.0019
Si	-0.0003	0.0005	-0.0004
Si	-0.0004	0.0012	0.0057
Si	-0.0004	0.0014	0.0034
Si	-0.0033	-0.0019	0.0025
Si	-0.0018	0.0051	0.0039
Si	-0.0004	-0.002	-0.0012
Si	-0.0007	-0.0009	0.0044
Si	0.0017	-0.0011	0.0041
Si	0.0035	0	0.0032
Si	-0.0008	0	0.0023
Si	0.0005	-0.0012	0.0025
Si	0.0007	-0.0016	0.0027
Si	0.0005	-0.0033	0.0039
Si	-0.0012	-0.0004	0.0054
Si	0.0016	-0.0014	0.0013
Si	0.0025	0.0017	0.0024
Si	0.0009	0.0005	0.0018
Si	-0.0032	-0.0008	0.0018
Si	0.0037	-0.0017	0.0005
Si	0.0013	0.0014	0.0022
Si	-0.0008	-0.0014	0.0024
Si	0.0008	-0.0018	0.0007
Si	-0.0006	0.001	0.0028
Si	0.0011	-0.0017	0.0059
Si	-0.0027	0.0087	0.0006
Si	-0.0001	-0.0026	0.0006
Si	-0.0007	0.0021	0.001
Si	-0.0029	-0.0017	-0.0004
Si	0.0001	0.0008	0.0018
Si	0.0022	-0.006	0.0001
Si	0.0012	0.0008	0.0002
Si	-0.0013	0.0023	0.002
Si	-0.0018	-0.0008	0.0013
Si	0.0019	0.004	0.0005
Si	0.0043	0.0025	0.0066
Si	-0.0029	-0.004	0.0025
Si	0.0009	0.0034	0.0035
Si	-0.0052	0.0007	0.0021
Si	-0.0032	-0.0015	0.0004
Si	-0.0017	-0.0046	-0.0023
Si	0.0004	-0.0068	-0.0036
Si	0.0038	0.0071	-0.005
Si	0.005	0.0287	0.0283
Si	-0.0048	0.0094	-0.0082
Si	0.0023	-0.0027	-0.0025
Si	-0.0035	0.0064	-0.0029
Si	-0.002	-0.0094	-0.0102
Si	0	0.0039	0.0036
Si	0.0166	-0.0189	0.0343
Si	-0.0052	0.0005	-0.0089
Si	0.0034	-0.0104	-0.0031
Si	-0.021	-0.0004	0.0424
Si	0.02	-0.0039	0.0339
Si	0.0034	0.0003	-0.0104
Si	-0.0318	0.0183	0.0318
Si	0.0103	-0.0062	0.0007
Si	0.0017	0.0057	0.0309
Si	0.0032	0.0051	0.0094
Si	-0.0209	0.0007	0.0544
Si	-0.0151	0.0061	0.0246
Si	0.0013	0.0003	0.0067
Si	-0.0066	0.0022	-0.0146
Si	0.0022	-0.0023	-0.0002
Si	-0.0055	-0.032	-0.02
Si	0.0002	0.0004	-0.0052
Si	0.0143	-0.0094	-0.0749
Si	-0.0175	0.0025	-0.0803
Si	-0.0132	-0.0066	-0.0493
Si	0.0106	-0.0335	0.0305
Si	0.0118	0.006	-0.0284
Si	0.0032	0.0023	0.0264
Si	0.0065	0.0249	0.0212
Si	0.0058	0.0202	-0.0251
Si	0.0022	-0.0032	0.0028
Si	0.0085	-0.0014	-0.0462
Si	0.02	0.0029	0.054
Si	-0.0026	-0.0094	-0.0734
Si	-0.0007	0.0268	0.0674
Si	0.0075	-0.0023	-0.0443
Si	-0.0107	-0.0395	-0.0433
Si	0.0005	-0.0125	0.0308
Si	0.0158	-0.0068	0.0045
Si	0.0065	0.0017	-0.0543
Si	-0.0002	0.0051	0.041
Si	0.0024	0.0134	-0.027
Si	-0.0123	-0.0581	0.0567
Si	0.0053	-0.0014	-0.0631
Si	0.0017	0.0135	-0.0302
Si	-0.0073	0.006	0.0155
Si	-0.0192	-0.0277	0.0401
Si	-0.0044	0.002	-0.0581
Si	-0.003	-0.0039	-0.0624
Si	-0.06	0.0406	0.0409
Si	-0.0034	0.0168	-0.0504
Si	0.0013	0.0015	0.0209
Si	0.0005	0.0074	-0.0271
Si	-0.016	-0.0098	-0.0111
Si	-0.0079	-0.0005	-0.0735
Si	0.0136	0.0109	-0.0577
Si	0.0116	0.0061	-0.0443
O	-0.0077	0.0004	-0.0198
O	0.0026	0.0053	0.0102
O	0.0059	0.0023	0.0131
O	-0.0021	0.0179	-0.0186
O	0.0138	0.0098	-0.0004
O	-0.017	0.0192	-0.0652
O	0.0072	-0.0015	0.0271
O	-0.0131	-0.0082	-0.031
O	-0.0011	0.0003	0.0261
O	0.0128	0.02	-0.0549
O	0.001	-0.0021	-0.0075
O	0.0135	-0.0129	0.0419
O	0.0068	0.0231	-0.022
O	0.0563	0.0213	-0.0655
O	0.0047	-0.0279	-0.0956
O	0.0188	0.0118	-0.0413
O	0.0024	0.0012	0.008
O	0.0041	-0.006	-0.0247
O	0.0082	-0.0034	0.0335
O	0.0049	-0.0096	-0.0203
O	-0.0028	0.0052	0.0081
O	0.0298	-0.0269	-0.0175
O	0.0025	0.0227	-0.0222
O	0.0072	0.0016	0.0305
O	-0.0023	0.0304	0.0343
O	-0.0166	-0.0297	0.035
O	-0.0075	-0.0171	-0.0239
O	-0.0162	-0.0061	0.0346
O	-0.0011	0.0017	-0.0057
O	0.0109	0.0249	0.0013
O	-0.0013	-0.0014	-0.0025
O	0.0107	0.0152	-0.0635
O	0.02	0.0036	0.0385
O	-0.0004	-0.0001	-0.0165
O	0.0084	-0.0034	0.0083
O	0.0032	0.0093	0.0311
O	-0.0432	0.0306	-0.0556
O	0.0165	0.0033	-0.0035
O	-0.0026	-0.0053	0.0137
O	-0.0111	-0.0274	0.013
O	-0.0061	0.0007	0.0228
O	-0.0152	-0.0022	-0.0323
O	0.0164	-0.0095	0.0465
O	0.0187	0.009	-0.0146
O	-0.0288	-0.037	0.0501
O	0.038	0.0041	-0.0397
O	-0.0137	0.0195	0.0311
O	-0.0196	-0.0054	-0.0353
O	0.0097	-0.0187	0.0327
O	-0.0035	-0.0046	0.0196
O	-0.0183	-0.001	0.0248
O	-0.0029	-0.0147	-0.0199
O	0.0037	-0.0044	-0.0022
O	-0.0174	-0.0375	-0.0649
O	-0.0015	-0.0018	0.0195
O	-0.0065	-0.0095	0.0064
O	0.0056	-0.0007	0.0292
O	-0.0164	0.0077	0.0157
O	0.0104	-0.0132	-0.0237
O	-0.0027	0.0009	0.0248
O	-0.0081	0.0007	0.0104
O	-0.0059	0.0061	0.0262
O	-0.0031	0.0102	0.0119
O	-0.0026	-0.0155	0.0161
O	-0.0012	0.0078	-0.0145
O	-0.0078	0.0171	0.0199
O	-0.0031	-0.0226	-0.0621
O	0.005	0.0026	-0.0011
O	-0.0049	0.0117	0.0187
O	0.018	0.0219	0.0237
O	0.0033	0.0065	-0.023
O	0.0179	0.0097	-0.0267
O	0.0018	-0.0018	0.0223
O	0.0088	0.0196	0.0116
O	-0.0065	0.0065	0.0193
O	-0.0147	0.0135	-0.0094
O	-0.0175	-0.0209	-0.0499
O	0.0169	0.0074	0.0564
O	0.0022	-0.0217	-0.0173
O	-0.0199	-0.0215	-0.0407
O	-0.0048	-0.0017	0.0036
O	-0.0055	0.0014	0.0028
O	-0.0152	0.0239	-0.0284
O	-0.0061	0.0065	-0.0151
O	-0.0024	-0.0009	-0.0237
O	0.004	-0.0262	-0.0231
O	-0.0115	-0.0008	0.0386
O	-0.001	-0.0066	0.0047

The program warned: the cutoff lies below the one the program advises for these potential files; the forces do not sum to zero within the program's tolerance; empty levels may hold ghost states of the PAW files; the exchange-correlation potential is rough where the density is thin.
